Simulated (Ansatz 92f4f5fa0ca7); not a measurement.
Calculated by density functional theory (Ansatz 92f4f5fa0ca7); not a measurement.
Periodic cell of 351 atoms, Si241O110, from a study of silicon, its oxide and their interface. The atomic structure is a simulated model.
Doubt: the cutoff is far below the 930 eV that the study's wrapper takes by default for these files, so forces and energies are approximate.

Settings: functional PBE; potential files Ansatz PAW; basis plane waves; wave-function cutoff 580 eV; density cutoff ratio 5; exchange-correlation grid ratio 1; k mesh 1 x 1 x 1, Gamma-centred; self-consistency stop 5e-08 eV per atom in the density residual; occupations fixed; spin none; net charge 0.

Cell vectors (angstrom)
a 11.6015 0 0
b 0 13.3963 0
c 0 0 40.2484

Atoms: element, x, y, z (angstrom)
Si 0 2.2327 1.1851
Si 3.8672 2.2327 1.1851
Si 7.7343 2.2327 1.1851
Si 1.9336 5.5818 1.1851
Si 5.8008 5.5818 1.1851
Si 9.6679 5.5818 1.1851
Si 0 8.9308 1.1851
Si 3.8672 8.9308 1.1851
Si 7.7343 8.9308 1.1851
Si 1.9336 12.2799 1.1851
Si 5.8008 12.2799 1.1851
Si 9.6679 12.2799 1.1851
Si 1.9336 1.1164 1.9745
Si 5.8008 1.1164 1.9745
Si 9.6679 1.1164 1.9745
Si 0 4.4654 1.9745
Si 3.8672 4.4654 1.9745
Si 7.7343 4.4654 1.9745
Si 1.9336 7.8145 1.9745
Si 5.8008 7.8145 1.9745
Si 9.6679 7.8145 1.9745
Si 0 11.1635 1.9745
Si 3.8672 11.1635 1.9745
Si 7.7343 11.1635 1.9745
Si 1.9336 1.1164 4.3426
Si 5.8008 1.1164 4.3426
Si 9.6679 1.1164 4.3426
Si 0 4.4654 4.3426
Si 3.8672 4.4654 4.3426
Si 7.7343 4.4654 4.3426
Si 1.9336 7.8145 4.3426
Si 5.8008 7.8145 4.3426
Si 9.6679 7.8145 4.3426
Si 0 11.1635 4.3426
Si 3.8672 11.1635 4.3426
Si 7.7343 11.1635 4.3426
Si 0 0 35.9079
Si 3.8672 0 35.9079
Si 7.7343 0 35.9079
Si 1.9336 3.3491 35.9079
Si 5.8008 3.3491 35.9079
Si 9.6679 3.3491 35.9079
Si 0 6.6981 35.9079
Si 3.8672 6.6981 35.9079
Si 7.7343 6.6981 35.9079
Si 1.9336 10.0472 35.9079
Si 5.8008 10.0472 35.9079
Si 9.6679 10.0472 35.9079
Si 0 0 38.276
Si 3.8672 0 38.276
Si 7.7343 0 38.276
Si 1.9336 3.3491 38.276
Si 5.8008 3.3491 38.276
Si 9.6679 3.3491 38.276
Si 0 6.6981 38.276
Si 3.8672 6.6981 38.276
Si 7.7343 6.6981 38.276
Si 1.9336 10.0472 38.276
Si 5.8008 10.0472 38.276
Si 9.6679 10.0472 38.276
Si 0 2.2327 39.0654
Si 3.8672 2.2327 39.0654
Si 7.7343 2.2327 39.0654
Si 1.9336 5.5818 39.0654
Si 5.8008 5.5818 39.0654
Si 9.6679 5.5818 39.0654
Si 0 8.9308 39.0654
Si 3.8672 8.9308 39.0654
Si 7.7343 8.9308 39.0654
Si 1.9336 12.2799 39.0654
Si 5.8008 12.2799 39.0654
Si 9.6679 12.2799 39.0654
Si 0.2363 0.0037 28.7084
Si 3.891 0.0717 29.1311
Si 7.9236 0.1509 28.7833
Si 2.088 3.469 28.6284
Si 5.892 3.3201 28.9811
Si 9.6361 3.5248 28.7354
Si 0.1158 6.9221 28.6707
Si 4.0037 6.788 28.701
Si 7.7897 6.9124 28.857
Si 2.0309 10.2997 28.9586
Si 5.9151 10.2141 29.1595
Si 9.6192 9.9743 28.6589
Si 0.0714 2.3341 29.2344
Si 3.8853 2.346 29.6871
Si 7.8715 2.3078 29.7125
Si 2.0193 5.7034 29.3965
Si 5.8917 5.6491 29.4831
Si 9.7719 5.7632 29.4425
Si 0.0531 9.0993 29.5025
Si 3.9313 9.0129 29.5411
Si 7.8234 9.0357 29.8384
Si 1.9744 12.4024 29.9693
Si 5.9629 12.4883 29.6497
Si 9.81 12.2696 29.3322
Si 0.0437 2.2891 31.7423
Si 3.8749 2.3116 32.0322
Si 7.8028 2.2862 32.0395
Si 1.9708 5.6527 31.8336
Si 5.857 5.6368 31.8934
Si 9.7296 5.6741 31.8624
Si 0.0367 9.0212 31.9122
Si 3.8992 8.9823 31.9388
Si 7.7984 8.9981 32.1398
Si 1.9614 12.3472 32.2383
Si 5.8728 12.3999 32.0141
Si 9.7472 12.3064 31.8132
Si 1.9204 1.2268 32.7907
Si 5.8295 1.2129 32.8147
Si 9.7591 1.1383 32.6924
Si 0.0395 4.503 32.6643
Si 3.8971 4.5596 32.7342
Si 7.7998 4.5454 32.7336
Si 1.9512 7.8661 32.7212
Si 5.826 7.8505 32.7678
Si 9.7497 7.8597 32.7769
Si -0.0015 11.2032 32.8057
Si 3.951 11.21 32.7964
Si 7.8094 11.2645 32.7779
Si 1.9249 1.135 35.1407
Si 5.8033 1.1257 35.154
Si 9.6854 1.1158 35.0834
Si 0.0068 4.4664 35.0704
Si 3.8685 4.4811 35.1088
Si 7.7418 4.4789 35.1054
Si 1.9336 7.8165 35.1016
Si 5.7992 7.8148 35.1282
Si 9.681 7.8149 35.1327
Si -0.0106 11.1636 35.1497
Si 3.8799 11.1632 35.1415
Si 7.7495 11.1782 35.1311
Si -0.0077 -0.0015 5.1265
Si 3.8747 -0.0064 5.1392
Si 7.7152 -0.0138 5.1546
Si 1.9303 3.339 5.1644
Si 5.7958 3.3453 5.1185
Si 9.6715 3.3382 5.1235
Si 0.0019 6.6829 5.1092
Si 3.8601 6.6895 5.153
Si 7.7273 6.6819 5.1103
Si 1.9337 10.0468 5.0768
Si 5.7888 10.0541 5.1273
Si 9.6623 10.0459 5.0968
Si -0.0661 -0.045 7.4871
Si 3.8707 -0.0573 7.5097
Si 7.6357 -0.0952 7.5355
Si 1.9147 3.2615 7.5567
Si 5.7685 3.3027 7.4761
Si 9.6671 3.2691 7.486
Si -0.0167 6.5989 7.4568
Si 3.8142 6.6383 7.5327
Si 7.6812 6.5856 7.4573
Si 1.888 10.0234 7.4075
Si 5.7112 10.0233 7.4873
Si 9.608 9.986 7.4338
Si -0.0375 2.1451 8.3969
Si 3.8856 2.1571 8.345
Si 7.7022 2.1702 8.2326
Si 1.8865 5.4926 8.3833
Si 5.7457 5.501 8.3545
Si 9.6416 5.5028 8.2617
Si -0.0293 8.8596 8.0947
Si 3.7663 8.8998 8.2665
Si 7.6452 8.8365 8.1164
Si 1.8929 12.2463 8.2062
Si 5.7127 12.1857 8.5106
Si 9.5993 12.2033 8.2737
Si -0.0676 2.064 10.8296
Si 3.9557 2.1031 10.7525
Si 7.6883 2.1384 10.5767
Si 1.8288 5.3942 10.8155
Si 5.6888 5.4365 10.774
Si 9.6325 5.4398 10.6334
Si -0.033 8.8045 10.4028
Si 3.6438 8.8749 10.6401
Si 7.5617 8.7305 10.4208
Si 1.8584 12.222 10.5442
Si 5.6092 12.0639 11.0339
Si 9.5309 12.125 10.6356
Si 1.9799 1.013 11.4063
Si 5.9196 0.9451 11.5636
Si 9.525 0.9363 11.4408
Si -0.1382 4.291 11.5586
Si 3.7814 4.2783 11.5762
Si 7.7046 4.3696 11.4087
Si 1.7677 7.6796 11.4052
Si 5.5844 7.723 11.2619
Si 9.608 7.7446 11.0802
Si -0.0698 11.0154 11.1759
Si 3.4884 10.9905 11.6721
Si 7.6568 10.8676 11.3489
O 5.8912 3.9764 14.4072
O 12.5823 -0.6874 14.3095
O 13.2151 2.4888 24.7526
O 5.9753 11.577 16.1876
O 3.9877 2.4706 15.3663
O 6.4775 1.0492 13.179
O 8.0373 4.4741 13.0573
O 11.6116 10.7832 12.8363
O 3.1272 -0.3594 20.8083
O 5.1743 7.9217 12.8906
O 2.6958 10.9261 13.2199
O 0.4463 7.9033 15.5443
O 15.4086 10.6014 21.2304
O 1.4939 -2.6516 22.8953
O 6.9893 3.7753 25.315
O 6.2992 10.4196 27.556
O 12.4602 13.1506 27.1195
O -0.8383 -2.0412 24.039
O 2.1782 10.8398 27.3511
O 5.809 2.8048 27.3986
O 13.8461 7.6289 25.5659
O -1.092 9.4265 17.1321
O 9.2641 9.4769 27.0524
O 11.4901 6.5666 24.6132
Si 4.5798 8.219 18.467
Si 14.5099 -10.9032 18.6514
Si 0.3795 9.3034 16.3675
Si -2.9794 3.6571 25.6095
Si 9.3116 6.5643 21.1658
Si 3.0693 31.409 22.8617
Si 10.9134 9.0967 20.8244
Si 15.9198 3.891 14.6838
Si 3.5495 13.8898 22.1257
Si 1.9976 9.6527 19.0316
Si 19.3146 15.7111 20.352
Si -5.705 16.0044 25.7925
Si 8.2916 -4.9452 26.1934
Si 11.7409 2.068 19.2782
Si 19.0934 3.984 14.5151
Si 16.4899 -10.3489 20.989
Si 19.4814 1.0431 14.0604
Si 15.3792 -1.6377 20.0687
Si -2.5354 -4.4521 16.5004
Si 21.2598 17.6123 19.128
Si 4.1607 27.9229 16.2486
Si 12.8642 2.3497 23.1487
Si 12.2339 7.7094 25.5451
Si 23.3391 10.1164 23.6051
Si 3.9746 7.3643 22.7878
Si 21.8504 14.7295 21.7821
Si 13.9009 12.401 26.8233
Si 6.791 -0.4339 16.4022
Si 12.7916 -2.2444 13.898
Si -5.1018 8.0238 20.9084
Si -2.4527 5.7897 16.3628
Si -4.8002 12.8031 19.4042
Si -8.6274 10.1282 22.5503
Si 2.8845 16.6989 25.4355
Si -2.1362 12.1693 23.472
Si -3.4775 14.1546 25.5681
Si -3.3367 10.6206 21.1521
Si 6.1957 -3.3934 16.4741
Si 17.4183 23.4806 26.0497
Si -0.1392 4.8038 14.6808
Si 1.5768 7.2389 14.5718
Si 4.1615 33.3235 15.9981
Si -1.7169 6.345 24.3312
Si 12.4472 15.9946 16.6102
Si 3.8534 7.6544 25.7656
Si 4.1275 -1.4599 24.4851
Si 13.6257 13.9094 14.5165
Si -2.9092 -4.4847 13.5408
Si 6.0598 21.3419 14.2427
O -0.4096 4.1366 13.225
O 3.5821 -9.2589 13.2537
O 9.8676 8.1713 12.6954
O 5.4448 11.5681 25.3983
O 13.1983 7.8686 13.0722
O 9.605 18.4773 17.7575
O 16.8605 -1.2165 19.4693
O 11.2884 15.5429 22.7698
O -4.6447 14.3295 19.9384
O -11.6506 3.7355 15.9038
O 3.5487 13.24 27.4995
O 10.4073 7.5797 20.4767
O -6.0002 20.1917 15.2844
O 18.083 3.3045 20.7725
O 16.0826 7.1905 24.3307
O 25.7121 16.9603 26.984
O 18.7077 22.6858 25.3975
O 8.0382 15.8738 14.8268
O 2.0697 16.7159 17.4788
O 7.6053 7.7146 13.807
O 14.6419 -5.9407 15.2621
O -3.8228 11.8877 20.2899
O 14.0002 1.0776 13.0391
O 3.0703 -8.748 24.5055
O 15.8086 6.6656 27.0171
O 9.097 7.5757 25.0643
O 15.2189 1.281 17.7967
O 11.0895 9.1711 22.4446
O 9.3932 4.8579 24.8207
O 9.9949 13.2643 22.4008
O -4.177 12.8346 17.8918
O 11.6829 20.7965 27.0492
O -2.1938 18.538 20.4246
O 7.8689 13.2624 15.2173
O 4.038 3.2514 19.5726
O 3.8254 18.3635 15.8051
O 19.375 7.0429 20.9953
O 20.1343 16.4137 19.1141
O 8.0284 10.2628 12.8925
O 1.4634 9.3209 17.5551
O 12.468 10.4232 15.31
O 2.7581 12.3638 25.2624
O 14.2839 -2.2369 18.9999
O 14.4657 8.5257 22.5314
O 20.405 20.7434 16.7243
O 0.3271 -4.1909 24.9423
O 12.9037 28.4624 15.3813
O -3.3974 0.3217 27.1328
O 4.4951 -4.2763 26.123
O 5.3448 7.5909 21.956
O 7.0523 9.5342 21.1709
O 22.7546 16.9879 19.3616
O -3.8885 9.6919 17.0695
O 8.5044 -2.2909 22.6944
O 5.0582 22.863 17.5146
O -5.048 14.5784 25.2946
O 27.137 23.8809 23.788
O 3.3267 13.4026 15.3962
O 23.2089 15.0575 17.6826
O -5.8746 14.1828 16.3754
O 9.6295 6.3889 22.7382
O 9.1746 0.789 13.0919
O 7.6488 20.7417 27.2293
O 12.84 5.6545 14.5339
O 4.3291 -0.3498 23.2957
O 8.6448 12.9017 24.6704
O 9.2854 9.3867 14.9582
O 2.1325 1.0775 22.6422
O 9.0554 17.1727 27.1763
O 13.3821 3.7184 22.3891
O 8.8057 15.4905 21.5744
O -5.6529 9.3672 15.0036
O 15.9608 15.9863 25.2425
O 10.2694 5.7889 15.1815
O 13.331 1.9971 19.6821
O -0.6753 14.5019 20.3021
O 0.7311 -3.912 20.0803
O -3.7147 4.9673 15.7559
O 4.4355 17.4468 22.1781
O 9.6651 -3.2922 20.4646
O 5.8304 7.886 19.4362
O 14.6296 6.1259 22.3072
O 3.2256 8.5929 19.3044
O -7.3424 20.2873 17.578
O 9.0259 2.0995 25.1905
O 4.6395 14.9583 21.5929

Results
free energy: -215760.076 eV
free energy less fixed offsets of O -568.88, Si -635.61 eV per atom: -1.266 eV

Forces (eV/angstrom), in the order of the atoms: element, x, y, z
Si 0.0017 0.0436 0.0221
Si 0.0142 0.0087 0.0192
Si 0.0036 0.0376 -0.0185
Si 0.0008 0.0135 -0.0263
Si 0.0108 0.0081 0.0351
Si -0.0037 -0.0042 0.0134
Si 0.0145 0.0043 0.0268
Si -0.0036 0.0221 0.0072
Si 0.0035 0.0089 0.012
Si 0.0142 -0.0228 -0.0037
Si -0.0047 -0.0011 -0.015
Si 0.0075 -0.0039 -0.0159
Si 0.011 -0.0246 -0.0242
Si 0.0066 -0.0236 -0.0128
Si -0.0674 -0.0592 -0.0209
Si 0.0379 -0.0735 0.0033
Si -0.0574 -0.0041 -0.0051
Si 0.0121 -0.0734 0.0013
Si 0.0182 -0.0611 -0.0047
Si -0.0351 -0.0026 -0.0112
Si -0.0158 -0.0437 -0.0197
Si -0.0351 0.0291 -0.0071
Si 0.0112 0.0333 0.0036
Si -0.0383 -0.002 -0.0061
Si 0.0223 -0.0291 0.1565
Si -0.0104 -0.0843 -0.0431
Si -0.1591 -0.1223 0.0609
Si 0.0541 -0.1678 -0.0954
Si -0.1173 -0.0601 0.0779
Si 0.0008 -0.1446 -0.1353
Si 0.0328 -0.136 -0.0843
Si -0.1299 -0.033 0.1314
Si -0.0169 -0.1119 -0.022
Si -0.0516 0.0329 -0.1851
Si 0.0304 0.0552 -0.2612
Si -0.1303 0.0196 -0.1135
Si -0.0389 0.0752 0.1352
Si -0.0448 0.079 -0.0084
Si 0.1891 0.1166 0.0236
Si -0.0155 0.2032 0.0229
Si 0.0302 0.2012 -0.0316
Si 0.1154 0.0347 -0.2883
Si 0.1062 -0.072 -0.0435
Si -0.0428 0.0665 0.0633
Si 0.0475 0.0481 0.0052
Si 0.0076 -0.0336 -0.0698
Si 0.1656 0.0209 0.058
Si -0.0266 -0.0202 0.2213
Si -0.0072 0.0155 -0.0131
Si -0.0284 0.0143 0.0147
Si 0.0641 0.0695 -0.0074
Si -0.0051 0.1085 0.0081
Si 0.0177 0.087 0.0157
Si 0.0255 -0.0038 0.0148
Si 0.0604 -0.0497 -0.0032
Si -0.0328 0.0294 0.0004
Si 0.0111 0.0327 0.013
Si 0.0177 0 0.0227
Si 0.0584 0.0004 0.0122
Si -0.029 -0.0087 0.0027
Si 0.0048 -0.0432 -0.0153
Si -0.0119 -0.0081 -0.0317
Si -0.0104 -0.0378 -0.0048
Si -0.002 -0.015 0.049
Si -0.0093 -0.0116 -0.0069
Si 0.0022 0.0086 -0.0268
Si -0.0196 0.0013 -0.0275
Si 0.0009 -0.0183 -0.0108
Si 0.0023 -0.0037 0.0293
Si -0.0156 0.0199 -0.0001
Si 0.0055 -0.0027 -0.0323
Si -0.0065 -0.0027 0.01
Si 0.2869 -0.0444 -0.4831
Si -0.075 -0.095 -0.4039
Si 0.3221 0.0845 -0.5541
Si 0.295 0.089 -0.5328
Si -0.1193 -0.1586 -0.5013
Si -0.2488 0.1881 -0.4425
Si 0.0115 0.4233 -0.3756
Si 0.1295 -0.1392 -0.5805
Si -0.2004 0.2122 -0.4908
Si 0.0526 0.2379 -0.5139
Si 0.2528 0.0782 -0.4333
Si -0.2254 -0.2351 -0.6153
Si -0.0652 -0.1013 0.1497
Si 0.0168 -0.0284 0.3641
Si -0.012 0.052 0.2802
Si -0.0733 -0.0227 0.2365
Si 0.16 -0.142 0.396
Si 0.116 -0.0339 0.3479
Si 0.0588 -0.0963 0.3847
Si -0.1068 0.0504 0.3023
Si -0.2101 -0.063 0.384
Si 0.1295 0.0397 0.3514
Si -0.3057 -0.0644 0.4824
Si -0.0521 -0.0193 0.2976
Si -0.0642 0.099 0.1224
Si -0.0208 0.0023 0.0561
Si 0.0232 -0.042 0.1211
Si -0.0223 0.0039 0.0867
Si -0.0111 -0.0673 0.0579
Si 0.0242 -0.0044 0.0696
Si 0.0016 0.0064 0.0202
Si 0.0175 -0.0663 0.0387
Si 0.029 -0.0182 0.0338
Si -0.0215 -0.0116 0.0959
Si 0.0961 0.0469 0.0458
Si -0.0234 -0.0628 0.0572
Si 0.0618 0.0023 -0.0703
Si 0.029 -0.0352 -0.0707
Si -0.0698 0.0198 -0.2009
Si 0.0269 0.0172 -0.2174
Si 0.0023 0.0132 -0.1258
Si -0.0065 0.0237 -0.1656
Si 0.0541 -0.0068 -0.1803
Si -0.0124 0.0141 -0.1102
Si -0.0249 0.01 -0.0324
Si 0.0129 -0.0041 -0.0647
Si -0.0563 -0.0161 -0.1898
Si -0.0068 0.0129 -0.1323
Si -0.056 0.0598 0.0263
Si -0.0059 0.0217 0.0007
Si 0.0425 -0.0595 0.044
Si -0.023 -0.0375 0.0271
Si -0.0144 -0.013 0.0032
Si 0.0181 -0.0112 0.0422
Si -0.0127 -0.0238 0.0097
Si -0.0424 -0.0477 -0.0116
Si 0.0541 -0.0398 -0.0059
Si -0.0411 -0.0161 0.0023
Si 0.0452 -0.0304 0.0361
Si -0.0171 0.0463 0.0308
Si -0.0022 0.0373 -0.0095
Si 0.0321 0.0178 -0.0304
Si -0.0126 -0.0059 -0.0378
Si 0.0112 0.0107 -0.0072
Si 0.0078 0.0614 0.0168
Si 0.0352 0.0362 0.0212
Si 0.0088 -0.0436 -0.0069
Si 0.013 0.0113 -0.0294
Si -0.0132 -0.0657 -0.0293
Si 0.0189 0.0516 0.0424
Si -0.0232 0.0457 -0.0232
Si -0.0182 0.0078 -0.0195
Si 0.0173 0.0124 0.1352
Si -0.0673 -0.0168 0.2188
Si 0.0641 0.04 0.199
Si -0.0192 0.0264 0.2151
Si -0.0135 -0.0275 0.1098
Si -0.033 0.0114 0.1235
Si 0.0145 -0.034 0.0847
Si -0.0038 -0.0589 0.2445
Si 0.0107 0.0205 0.1545
Si 0.032 -0.0393 -0.0268
Si 0.0113 -0.0122 0.1851
Si -0.0215 0.0213 0.112
Si 0.0364 0.028 -0.0813
Si 0.0724 0.0744 0.0038
Si 0.0349 0.0354 -0.068
Si -0.0196 -0.0372 -0.0457
Si -0.0373 0.0049 -0.073
Si 0.0008 0.0011 -0.0467
Si 0.0753 -0.0038 0.0119
Si -0.0611 0.0706 -0.0114
Si -0.0259 -0.0612 -0.0948
Si 0.0293 0.018 -0.0921
Si 0.0035 -0.0583 -0.1659
Si -0.0145 0.0038 -0.0964
Si 0.0079 0.0237 -0.2991
Si -0.1888 -0.1812 -0.4485
Si 0.1236 -0.0345 -0.279
Si 0.1265 0.1105 -0.2951
Si 0.102 0.0399 -0.2703
Si -0.1388 0.1779 -0.4283
Si -0.1818 0.0071 -0.4989
Si 0.2787 -0.2251 -0.4349
Si 0.0646 0.0832 -0.2203
Si -0.1616 -0.0314 -0.2169
Si 0.1468 -0.0508 -0.1779
Si 0.0431 0.0923 -0.3609
Si 0.2887 0.0929 0.5081
Si 0.2678 0.1624 0.532
Si -0.1529 -0.0483 0.4767
Si -0.1522 -0.2023 0.5615
Si -0.2571 -0.0245 0.5925
Si 0.1524 0.0875 0.5636
Si -0.0791 -0.0186 0.635
Si -0.3628 0.1275 0.2754
Si 0.1752 0.1301 0.3776
Si -0.1049 -0.1288 0.5305
Si -0.4787 0.0824 0.5321
Si 0.0944 -0.5263 0.4549
O 0.0697 0.0357 -0.1703
O -0.0586 -0.005 -0.1994
O 0.1066 -0.0144 0.2063
O 0.0293 0.0407 -0.1037
O -0.0303 0.134 -0.1995
O -0.3034 -0.1109 -0.3016
O -0.0592 -0.0091 -0.2849
O 0.0533 0.0345 -0.1063
O -0.0239 -0.0033 0.0029
O 0.1535 0.0076 -0.2084
O 0.4463 -0.0302 -0.4617
O 0.0969 -0.064 -0.1346
O -0.0071 0.004 -0.0144
O 0.0067 -0.0305 0.0684
O -0.026 -0.0174 0.1778
O -0.1156 -0.0779 -0.1108
O -0.2729 0.109 0.3886
O 0.0341 -0.0474 0.0907
O -0.0156 -0.1529 0.234
O 0 -0.0037 0.0837
O 0.045 0.0064 0.1479
O 0.0389 -0.0182 -0.1989
O 0.2641 0.294 0.4447
O 0.1491 0.1106 0.1047
Si 0.0857 0.0006 -0.0065
Si -0.0394 0.058 -0.0042
Si -0.2088 -0.0323 0.284
Si -0.0294 -0.0135 -0.3563
Si 0.0685 0.054 0.0281
Si -0.1023 0.0659 -0.25
Si 0.0369 0.0343 -0.0275
Si -0.079 0.0043 0.3722
Si 0.0184 0.022 -0.0395
Si -0.0849 -0.0295 -0.0417
Si 0.1061 0.0272 -0.0019
Si 0.2044 0.0709 -0.1763
Si 0.0567 -0.24 -0.0945
Si -0.0343 -0.0297 -0.1447
Si 0.0122 0.1458 0.3352
Si -0.2062 -0.0535 -0.0883
Si 0.0079 -0.1932 0.1282
Si -0.0484 0.0122 0.0182
Si 0.0109 0.0053 0.3218
Si 0.1168 0.0915 -0.0494
Si 0.0064 -0.1315 0.2901
Si -0.0144 0.0145 -0.2788
Si -0.1053 -0.1145 -0.3508
Si -0.0463 0.1087 -0.3127
Si -0.1536 -0.0196 -0.3334
Si 0.1039 -0.0209 -0.0638
Si 0.2096 -0.0997 -0.0897
Si -0.1937 -0.1348 0.206
Si -0.1702 -0.0559 0.1661
Si -0.0398 0.0721 -0.0586
Si 0.1224 0.1218 0.2726
Si 0.0094 -0.0979 -0.0983
Si -0.0391 -0.0617 -0.0253
Si -0.1071 0.0304 -0.3952
Si 0.1059 -0.0587 -0.1839
Si -0.0567 0.06 -0.3502
Si 0.0386 -0.0291 0.0535
Si 0.0958 0.0046 0.3195
Si -0.0199 0.1996 -0.1407
Si -0.003 0.1417 0.4602
Si 0.039 0.1087 0.2688
Si -0.0638 0.1163 0.2762
Si -0.0024 -0.1056 -0.2169
Si 0.0644 -0.1129 0.2555
Si 0.0786 0.0062 -0.3695
Si 0.2397 -0.0453 -0.446
Si 0.0429 0.1503 0.4696
Si 0.2734 0.1762 0.2033
Si -0.1079 -0.0707 0.377
O 0.0775 0.0054 -0.5441
O 0.0195 0.1392 -0.5839
O -0.215 0.0272 -0.139
O 0.0571 -0.1482 0.1462
O 0.0389 0.02 -0.2923
O -0.0038 -0.0272 -0.0908
O 0.0177 0.0201 0.0093
O -0.0397 0.0321 0.063
O -0.0151 0.0255 0.0145
O -0.0775 0.1261 -0.192
O -0.0636 0.0075 0.0979
O 0.0151 0.0402 -0.0128
O 0.1216 0.0356 -0.1426
O 0.0605 -0.0011 0.0415
O 0.0044 0.0219 0.2966
O -0.229 -0.0085 0.5632
O 0.0836 0.0101 0.0656
O 0.061 0.0311 -0.0431
O 0.0157 -0.031 -0.0103
O -0.0381 -0.1526 -0.1825
O -0.065 0.0553 -0.1214
O -0.0173 0.0723 -0.0447
O -0.0134 0.0175 -0.3287
O -0.0207 -0.0405 0.144
O -0.0921 0.0561 0.523
O -0.1587 0.2941 0.2224
O 0.0288 -0.002 -0.0993
O 0.0099 -0.0079 0.1164
O -0.0466 -0.18 0.1535
O -0.0082 0.0001 0.0234
O 0.0219 0.0537 0.0203
O -0.0279 -0.2052 0.4324
O -0.0355 -0.0508 0.0285
O 0.0472 0.1587 -0.2652
O 0.0356 0.0071 -0.0091
O 0.0494 -0.1688 -0.1288
O 0.0255 -0.0436 0.009
O -0.0851 -0.0574 -0.0469
O -0.0825 0.2698 -0.1897
O 0.0448 0.0129 -0.0879
O 0.14 0.0741 -0.2854
O -0.2363 0.0504 0.2223
O 0.0298 0.0359 0.0136
O 0.074 0.005 0.0378
O -0.0125 -0.09 -0.1049
O -0.0071 -0.0264 0.1814
O 0.0387 -0.0949 -0.1431
O -0.0537 -0.0751 0.4214
O -0.0784 -0.0188 0.1002
O -0.0163 0.0013 0.1566
O 0.0173 -0.033 0.0408
O -0.055 0.0342 0.0262
O -0.0046 -0.0217 -0.1342
O -0.0514 0.0115 0.1073
O 0.0138 0.0155 -0.0824
O -0.0612 -0.0292 0.177
O 0.0278 0.0812 0.1863
O -0.0727 0.0173 -0.1472
O 0.0346 0.06 -0.0152
O 0.0147 0.0854 -0.0845
O 0.0053 0.0054 0.1309
O 0.1661 0.0725 -0.2991
O -0.0295 -0.2222 0.2058
O 0.0248 -0.1386 -0.1836
O 0.003 -0.1033 0.1695
O -0.1132 0.066 0.1412
O 0.025 0.0328 -0.1905
O 0.0329 0.034 0.1115
O 0.1294 -0.0603 0.3912
O 0.0152 0.0136 0.1549
O -0.0697 0.0115 0.0541
O -0.055 -0.0039 -0.1906
O -0.0029 -0.0471 0.1057
O -0.0416 -0.06 -0.181
O -0.0101 -0.0101 -0.0239
O -0.0024 -0.0281 -0.0224
O 0.0394 0.0123 0.0074
O -0.154 -0.2112 -0.2743
O 0.0532 -0.0414 0.0782
O 0.0145 -0.0174 -0.0368
O 0.0117 -0.0297 -0.0143
O 0.0624 0.0198 0.1094
O -0.0514 0.019 0.0321
O -0.0255 -0.0662 -0.1449
O 0.0323 0.0263 0.1318
O 0.0121 0.0337 0.0554

The program warned: the cutoff lies below the one the program advises for these potential files; the exchange-correlation potential is rough where the density is thin.
